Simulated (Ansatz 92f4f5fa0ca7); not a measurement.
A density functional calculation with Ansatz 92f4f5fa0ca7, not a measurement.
Periodic cell of 252 atoms, Si144O100N8, from a study of silicon, its oxide and their interface. The atomic structure is a simulated model.
Doubt: the cutoff is far below the 930 eV that the study's wrapper takes by default for these files, so forces and energies are approximate.
This geometry differs little from another in the collection (a relaxation step or a small displacement).

Settings: functional PBE; potential files Ansatz PAW; basis plane waves; wave-function cutoff 580 eV; density cutoff ratio 5; exchange-correlation grid ratio 1; k mesh 1 x 1 x 1, Gamma-centred; self-consistency stop 5e-08 eV per atom in the density residual; occupations fixed; spin none; net charge 0.

Cell vectors (angstrom)
a	10.938	0	0
b	0	10.938	0
c	-2.638	-4.898	34.7303

Atoms and the computed forces on them: element, x, y, z (angstrom), force x, y, z (eV/angstrom)
Si	-1.4119	-5.8124	27.0572	0.027	-0.0004	0.0265
Si	1.1998	-3.121	27.4782	0.0189	-0.0121	0.0118
Si	-1.098	-1.008	27.4028	-0.0069	0.0233	-0.0074
Si	1.987	-9.3151	26.878	-0.0017	-0.0074	-0.0671
Si	-6.5407	-6.4927	27.3059	-0.0204	0.0355	0.0116
Si	-3.834	-3.7227	27.0928	0.0203	-0.027	0.0273
Si	4.0361	-0.7477	27.5023	0.0212	-0.028	0.0115
Si	-4.1998	-8.5695	27.3592	0.0223	-0.0597	0.0281
Si	0.0772	-4.8325	28.604	-0.0097	-0.0029	-0.0243
Si	2.768	-2.0929	28.8626	-0.0023	-0.0086	-0.004
Si	0.1575	-10.2296	28.3833	-0.017	0.0066	-0.0003
Si	2.8385	-7.7167	28.5086	-0.0205	0.0371	-0.0038
Si	-5.376	-4.8459	28.5246	-0.0149	0.0063	-0.0018
Si	-2.6739	-2.2256	28.6015	-0.0159	0.006	-0.0128
Si	5.6479	0.603	28.5644	0.0225	0.0222	-0.0148
Si	-2.5522	-7.4312	28.5356	-0.0005	-0.0015	-0.0109
Si	-1.3023	-3.5411	29.9938	-0.0081	-0.0103	0.009
Si	1.3647	-0.6541	29.9951	0.0079	-0.001	0.0073
Si	-1.2555	-8.9432	29.8544	0.002	-0.0054	0.0044
Si	1.4587	-6.293	29.8873	0.0139	-0.0057	-0.0035
Si	4.2017	-3.5467	29.9792	0.012	-0.0026	0.0036
Si	6.9458	-0.8017	29.9435	-0.0035	-0.0018	0.01
Si	4.2069	1.9071	29.9436	0.004	-0.0218	0.0138
Si	-4.0082	-6.1981	29.944	0.0048	0.0179	-0.0011
Si	-2.638	-4.898	31.312	-0.1752	0.0317	0.5771
Si	0.0965	-2.1635	31.312	-0.364	0.3306	0.1253
Si	-2.638	-10.367	31.312	0.3261	0.1396	-0.4161
Si	0.0965	-7.6325	31.312	-0.0025	-0.0109	-0.2656
Si	2.831	-4.898	31.312	-0.0205	-0.4535	-0.1285
Si	5.5655	-2.1635	31.312	0.0325	0.0531	0.0659
Si	2.831	0.571	31.312	-0.0253	0.2565	0.4139
Si	5.5655	-7.6325	31.312	0.0187	0.0888	-0.2025
Si	1.3673	-1.3673	3.418	-0.6271	-0.2852	0.093
Si	4.1018	1.3673	3.418	-0.2203	0.1326	-0.4643
Si	1.3673	4.1018	3.418	0.3971	-0.2894	-0.373
Si	4.1018	-4.1018	3.418	0.2425	0.1817	0.1815
Si	6.8362	-1.3673	3.418	0.185	-0.2537	0.3816
Si	-1.3673	1.3673	3.418	-0.1253	-0.2162	0.1218
Si	6.8362	4.1018	3.418	0.2791	0.047	-0.0963
Si	-1.3673	-4.1018	3.418	0.0121	0.2949	0.225
Si	2.5616	0.1417	4.703	0.013	0	-0.0038
Si	5.5398	2.653	4.7251	0.013	-0.0185	-0.0077
Si	2.858	5.341	4.7458	0.0046	-0.0128	0.0093
Si	5.4061	-2.6493	4.8527	0.0301	-0.0148	0.0252
Si	-2.6269	-0.1241	4.851	0.0183	-0.0201	0.0028
Si	-0.0366	2.7893	4.74	0.0047	-0.0007	0.0064
Si	8.2482	5.4547	4.7933	-0.0068	-0.0203	-0.0038
Si	-0.0663	-2.7079	4.8938	0.007	-0.0077	-0.0097
Si	1.134	1.3434	6.1333	0.0183	0.0264	0.0352
Si	4.181	3.8635	6.1649	0.0056	0.0206	0.0196
Si	1.4261	-4.2127	5.9533	0.008	0.0185	0.0361
Si	3.9315	-0.9877	6.1213	-0.033	0.0223	0.0161
Si	-3.9488	1.3702	6.0543	-0.0072	0.0375	0.0468
Si	-1.2341	4.1663	6.1956	0.0259	-0.0014	0.0339
Si	6.7784	-4.2617	6.1507	-0.0107	0.0435	0.0212
Si	-1.4564	-1.4292	6.5841	-0.0271	0.0229	0.0042
Si	-0.2246	0.3669	7.8847	0.0162	-0.0097	0.0104
Si	2.5033	2.7294	7.3832	-0.0348	-0.0082	-0.0361
Si	0.4719	-5.7189	7.5327	-0.0271	-0.0076	-0.0499
Si	2.7987	-2.796	7.1439	-0.0121	-0.0174	-0.029
Si	5.5286	0.313	7.5444	0.0346	-0.0024	-0.0165
Si	-2.5126	2.6459	7.4057	-0.0039	-0.0047	-0.039
Si	5.8685	4.8461	7.4667	-0.0041	0.0072	-0.0148
Si	-3.0633	-3.0437	7.8813	-0.0343	-0.0347	-0.0572
Si	-1.2708	-6.2653	32.6793	-0.0363	-0.0276	-0.032
Si	1.4637	-3.5308	32.6793	0.0376	0.0415	-0.0651
Si	-1.2708	-11.7343	32.6793	0.0476	-0.0571	0.0502
Si	1.4637	-8.9998	32.6793	0.1379	0.0753	0.0108
Si	4.1982	-6.2653	32.6793	-0.0536	-0.0161	0.0149
Si	6.9327	-3.5308	32.6793	0.0828	0.0332	0.0461
Si	4.1982	-0.7963	32.6793	-0.0406	-0.0826	-0.0398
Si	6.9327	1.9382	32.6793	0.0345	0.0438	-0.0509
Si	0.0965	-4.898	34.0465	-0.0944	0.0075	-0.0267
Si	2.831	-2.1635	34.0465	0.0639	0.0289	-0.0017
Si	0.0965	-10.367	34.0465	0.0375	0.0238	-0.0389
Si	2.831	-7.6325	34.0465	-0.0566	-0.0423	-0.0087
Si	5.5655	-4.898	34.0465	-0.0283	-0.0044	-0.0281
Si	-2.638	-2.1635	34.0465	-0.0537	0.0627	0.0096
Si	5.5655	0.571	34.0465	-0.0407	0.0143	-0.0209
Si	-2.638	-7.6325	34.0465	0.0506	0.0031	0.0012
Si	1.3673	1.3673	0.6835	0.0908	-0.0151	0.0053
Si	4.1018	4.1018	0.6835	-0.1178	-0.0156	0.0228
Si	1.3673	-4.1018	0.6835	-0.0213	-0.0263	-0.0114
Si	4.1018	-1.3673	0.6835	0.1341	-0.007	0.0323
Si	6.8362	1.3673	0.6835	-0.0225	0.0472	0.01
Si	-1.3673	4.1018	0.6835	0.0381	-0.0683	0.0524
Si	6.8362	-4.1018	0.6835	0.0268	-0.0118	-0.0104
Si	9.5708	-1.3673	0.6835	-0.037	0.0437	0.0254
Si	0	0	2.0507	-0.0009	-0.028	-0.0584
Si	2.7345	2.7345	2.0507	0.0576	0.0889	-0.1293
Si	0	-5.469	2.0507	0.1386	0.156	0.0641
Si	2.7345	-2.7345	2.0507	-0.1226	-0.1178	0.0671
Si	5.469	0	2.0507	-0.1083	-0.0309	0.0692
Si	8.2035	2.7345	2.0507	-0.1399	-0.0767	-0.0141
Si	5.469	5.469	2.0507	0.1725	0.1351	0.0049
Si	8.2035	-2.7345	2.0507	-0.0909	-0.0988	0.0047
Si	7.3831	8.4275	16.5344	-0.0037	-0.0027	0.0002
Si	1.1963	7.2094	9.6614	0.003	-0.0004	0.0084
Si	3.7279	4.9682	14.1202	-0.0016	-0.0011	0.0024
Si	8.1783	0.6712	25.2468	-0.0085	0.0004	-0.0014
Si	12.2702	-0.6123	22.2204	0.0005	-0.0036	-0.0072
Si	-0.5204	-2.6363	23.1055	-0.0054	-0.0018	-0.0037
Si	-0.4165	-6.6345	21.4023	-0.0021	0.0028	-0.0055
Si	5.2335	-2.433	8.4777	-0.0125	-0.038	0.0205
Si	-0.5545	5.0633	10.4799	-0.0056	0.0065	0.0045
Si	5.1522	2.466	13.2521	-0.0025	-0.0021	0.005
Si	-2.8594	-0.6498	18.7766	0.0013	-0.0019	-0.0112
Si	-4.7506	1.5128	10.4456	0.0133	0.0116	0.0324
Si	0.2803	2.5854	11.9215	-0.0015	-0.0072	0.0129
Si	0.3126	-0.9781	10.579	-0.0145	-0.0045	0.0083
Si	12.7137	0.4417	19.5383	0.0014	-0.0015	-0.0149
Si	0.0189	5.6085	24.2764	-0.002	-0.0073	0.0077
Si	-9.2328	-5.7765	19.4283	-0.0016	0.0005	-0.0097
Si	5.9097	6.2875	9.9772	-0.008	0.0001	-0.0016
Si	-3.3418	-8.4628	14.9538	0.0028	-0.0002	0.0052
Si	2.061	-1.484	13.0464	-0.0104	0.0031	0.0026
Si	3.4145	6.9778	11.7788	0.004	-0.0038	0.0011
Si	7.1505	10.406	14.3972	-0.0023	-0.004	0.0051
Si	3.8591	7.1111	18.8077	0.0011	0.0015	-0.0113
Si	-0.6781	1.1553	17.6034	-0.0056	-0.0035	-0.0077
Si	8.929	-2.9855	20.446	-0.0016	-0.0023	-0.0135
Si	2.9651	1.4901	23.8677	-0.0008	0.0095	0.0025
Si	6.4421	-4.4592	20.1547	-0.0038	-0.0014	-0.007
Si	-1.8535	1.018	10.2109	-0.0009	-0.0068	0.0175
Si	-9.5481	4.9259	16.2503	-0.0059	0.0006	-0.0035
Si	7.3604	-1.01	11.4648	-0.002	-0.0122	0.0108
Si	3.1088	-12.1114	17.3646	0.0008	-0.0011	-0.0075
Si	-0.2573	2.5848	14.9601	0.0027	0.0018	0.0033
Si	-1.5452	-3.26	10.4863	-0.005	0.0038	0.0018
Si	4.7271	-4.1953	16.0418	0.0016	0.0007	-0.0031
Si	8.2535	3.5084	17.705	0.0019	0	-0.0087
Si	4.1487	-1.2311	11.0008	0.0056	-0.007	0.004
Si	2.1978	1.0475	9.9596	0.0049	-0.0082	0.0256
Si	2.8278	-4.7389	25.225	-0.003	-0.0022	-0.0063
Si	9.5218	0.1629	22.9157	-0.0062	-0.0004	0.0013
Si	8.5332	6.3803	18.0441	0.0002	0.0002	-0.0127
Si	2.1784	2.9195	21.2951	0.0014	0.0066	-0.0081
Si	4.2386	-0.0487	14.7172	0.003	-0.0038	0.0037
Si	5.5524	-11.0212	23.5953	0.0071	0.002	0.0042
Si	-3.9457	0.857	21.1536	-0.0004	0.0041	-0.0116
Si	7.6563	4.1493	9.7138	0.0126	-0.0042	0.01
Si	5.0232	8.2988	25.0529	-0.0039	-0.0155	-0.0283
Si	1.8587	-3.0524	15.5542	0.0011	-0.0024	0.0032
Si	-3.5094	-7.1943	20.5829	-0.0022	0.003	-0.0086
N	3.2543	8.6764	12.062	0.005	-0.0035	-0.0088
O	-2.7705	-2.4146	11.1638	0.0006	0.0108	0.004
O	4.9216	6.7015	11.1977	-0.0114	-0.001	0.0056
O	1.6724	-5.3584	24.2385	-0.0034	0.0012	-0.0043
O	-2.6602	-4.8047	26.6634	-0.0058	0.0021	-0.0219
O	-1.2168	-0.463	10.51	0.0232	-0.0159	-0.0075
O	3.8669	8.6479	18.2804	-0.0022	-0.002	-0.0011
O	4.299	-3.4364	7.56	0.0114	-0.0067	0.004
O	-2.0773	-11.3818	26.2042	-0.0008	-0.0055	0.0016
O	-4.9303	7.6981	16.1267	0.0024	0.0003	0.0002
O	6.6148	2.9986	13.7655	-0.0036	0.0006	-0.0065
O	2.9505	0.305	26.8862	-0.0335	0.0372	-0.0075
O	2.0995	1.9596	25.2163	0.0021	-0.0043	0.0327
N	0.3281	5.8005	9.1703	-0.0086	0.0017	0.0126
N	-1.558	1.4836	8.5171	-0.0025	0.005	-0.0014
O	4.524	1.5293	14.4361	0.0024	0.0023	-0.0029
O	9.3122	1.1696	24.1831	0.0007	-0.0004	-0.0041
N	-4.4266	7.6235	9.0874	0.0057	0.0327	-0.003
O	-0.5149	7.1649	24.262	0.0001	0.0001	-0.0047
O	-0.5143	-5.9928	22.8959	0.0001	0.0013	-0.0023
O	9.1258	2.7737	14.5224	0.0035	-0.0014	-0.0041
O	2.6581	4.2158	20.3997	0.0018	-0.003	-0.0001
O	-6.6415	6.1735	17.5206	-0.0028	0.0013	0.0005
O	2.6717	-6.3918	15.2964	0.0013	-0.0019	-0.0033
O	-4.1785	-19.4137	21.3161	-0.0007	-0.0074	0.0018
O	4.1591	3.7469	13.1399	-0.0017	0.0022	-0.0007
O	7.1199	-1.642	17.9017	0.0017	-0.0028	-0.0027
O	-1.8905	-3.5755	8.8962	0.0084	0.0019	0.0131
O	3.3282	0.1627	10.7722	-0.0076	0.0017	-0.0098
O	2.4381	0.11	23.1547	0.0008	0.001	0.0005
O	2.91	2.711	22.7532	0.0002	-0.0047	0.0059
O	5.4275	1.1472	9.0107	-0.024	-0.0234	-0.052
O	7.1761	-5.4816	10.5489	-0.0062	0.0078	0.0046
O	-3.5551	-3.3374	20.8834	0.0021	0.0025	0.0009
O	-1.1269	1.9441	11.3632	0.0091	0.0012	-0.0046
O	0.0762	-2.0601	26.8522	0.0031	-0.0039	-0.0186
O	-1.4959	6.9723	19.2478	-0.0023	0.0024	0.0049
O	6.9369	0.0203	24.4385	0.0014	0.0017	-0.0012
O	-1.3058	-4.6669	11.2942	0.0051	-0.0024	0.0002
O	5.5589	-0.8662	14.2146	-0.0018	0.0022	-0.0016
O	0.5073	2.3219	13.531	0.0005	0.0005	-0.0054
O	8.5846	-3.576	16.7617	-0.0021	-0.0001	0.0049
O	5.7162	-1.1985	11.4424	0.0005	0.0026	-0.0067
O	1.002	-2.0644	22.8873	0.0026	-0.0004	-0.0018
O	2.3885	-4.294	19.336	-0.0026	-0.0027	0.0009
O	0.9758	-0.721	12.0707	0.0051	-0.0046	-0.002
O	11.331	0.8759	18.7932	0.0013	-0.0005	0.0061
O	-4.5007	-3.2585	25.6374	0.0076	0.0003	-0.0057
O	1.071	6.5326	16.0275	0.0016	-0.0027	-0.0011
O	9.0063	-7.0229	20.9664	-0.002	-0.0023	-0.0007
O	1.6631	-0.7878	20.627	-0.0001	-0.0045	0.0028
O	2.0248	-14.7018	26.2321	-0.0002	0.0011	-0.0059
O	-3.0354	-1.6348	15.2944	0.0018	-0.0007	-0.0008
O	4.0046	-3.8228	24.5566	0.0069	-0.0009	-0.0037
O	7.3606	0.8823	15.1577	-0.0008	0.0008	-0.0009
O	0.2067	-6.9645	15.6755	0.0006	-0.0053	-0.0039
O	9.5031	2.5282	17.985	-0.0015	0.0006	-0.0015
O	-3.6055	-7.7605	16.4028	0.0008	-0.0004	0.0024
O	-2.5151	-10.4506	21.7992	-0.0018	-0.0029	0.0014
O	4.899	6.9564	20.0539	0.0002	-0.0015	0.0001
N	0.9575	0.0186	9.2754	-0.0112	0.0087	-0.021
O	7.8558	-0.5774	12.9534	-0.0022	0.0024	-0.0079
O	4.4822	-1.7426	26.2908	-0.013	0.0133	0.0133
O	1.3274	-2.5214	14.0918	0.0021	-0.0001	-0.0054
O	3.4743	-3.3223	15.4403	-0.0021	-0.0029	-0.0002
O	5.1504	-5.6747	8.9261	-0.0054	-0.002	-0.0005
O	5.5505	-7.5675	26.7908	-0.0102	0.0008	-0.0272
O	0.5599	3.006	21.5325	-0.0061	-0.0035	-0.0017
O	4.1398	-1.8457	9.498	0.0121	0.0116	-0.0095
O	-4.3606	-5.8617	20.984	0.0025	-0.0041	-0.0002
O	1.5329	3.9857	7.7682	0.0201	-0.0152	0.0104
O	2.862	-0.3648	13.9144	-0.0028	-0.0046	-0.0064
O	2.4865	1.6438	20.3509	0.0012	-0.0041	-0.001
O	2.8812	1.9761	8.805	0.0122	-0.0035	-0.0021
O	7.0289	2.8974	10.4998	-0.0043	-0.0159	-0.009
O	0.2484	4.1925	11.5964	0.0022	0.0027	-0.0046
N	0.0845	-2.6499	10.4169	-0.0005	0.0029	0.0071
O	-4.7609	-1.2174	7.8491	0.0259	-0.0184	0.0112
O	3.5821	-5.9735	25.9704	0.0031	-0.0026	-0.0015
O	9.0149	4.937	17.5418	-0.002	0.0001	0.0015
O	8.9734	-1.4599	19.8862	-0.0007	-0.0032	0.0014
O	9.4231	-1.3891	23.4673	-0.0004	0.0036	-0.0042
O	9.1169	-0.0057	17.6945	-0.0008	-0.0001	0.0018
O	-3.9409	-4.6521	18.6192	0.0019	0.0016	0.0028
O	5.0182	-5.3824	14.9558	-0.0008	-0.0016	-0.0029
O	2.7664	0.0452	18.3464	-0.0021	-0.0006	0.0052
O	0.2735	5.2292	20.2273	-0.0029	-0.002	0.0008
O	4.5214	1.054	24.2027	-0.0056	-0.0002	-0.0021
O	4.0724	-11.385	16.2762	-0.0019	-0.0003	-0.0039
O	-1.0171	-3.2528	21.6851	0.0011	0.0022	0.0042
O	-0.5948	-6.0829	25.6153	0.004	0.004	-0.0183
O	5.1224	-1.6504	23.763	-0.0022	-0.0004	-0.0084
O	7.2639	3.4848	18.984	0.0017	-0.0014	0.0072
O	3.1114	6.0939	13.1073	-0.0003	0.001	-0.0031
O	0.0342	-10.565	22.256	-0.0001	-0.0004	-0.0023
O	1.841	8.1359	8.4901	-0.001	0.0086	0.0036
N	7.2579	3.8838	8.059	0.0012	-0.0118	-0.0055
O	1.5665	2.0074	11.1162	-0.0065	0.0028	-0.0052
O	-1.6573	4.1076	9.7493	-0.0015	0.0004	-0.0011
O	7.0947	0.3892	19.5834	-0.003	0.001	0.0063
O	1.763	9.0901	16.6754	0.0026	-0.0009	-0.0007
O	-5.6788	1.6859	11.8049	-0.0015	-0.0001	-0.0093
O	5.7903	0.1412	21.9897	-0.0012	0.0025	-0.005
O	1.5638	4.6221	17.8659	0.0013	-0.0001	0.0014
O	2.3344	-4.3669	10.6395	0.0045	0.0017	-0.0016
O	-0.0804	-9.5879	16.0682	-0.0005	-0.0001	-0.0009
O	-3.3086	-8.9833	26.0434	0.0036	0.0057	-0.0183
N	-3.4426	0.4233	10.5258	-0.0137	0.0044	-0.0079

Results
free energy: -151495.401 eV
free energy less fixed offsets of N -385.13, O -568.88, Si -635.61 eV per atom: 1.479 eV

The program warned: the cutoff lies below the one the program advises for these potential files; the exchange-correlation potential is rough where the density is thin.
